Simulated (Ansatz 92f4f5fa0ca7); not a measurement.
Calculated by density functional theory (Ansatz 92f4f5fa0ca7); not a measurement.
Periodic cell of 221 atoms, Si132O88H1, from a study of silicon, its oxide and their interface. The atomic structure is a simulated model.
Doubt: the cutoff is far below the 930 eV that the study's wrapper takes by default for these files, so forces and energies are approximate.
This geometry differs little from another in the collection (a relaxation step or a small displacement).

Settings: functional PBE; potential files Ansatz PAW; basis plane waves; wave-function cutoff 580 eV; density cutoff ratio 5; exchange-correlation grid ratio 1; k mesh 1 x 1 x 1, Gamma-centred; self-consistency stop 5e-08 eV per atom in the density residual; occupations fixed; spin none; net charge +1 e, with a uniform compensating background and no finite-size correction.

Cell vectors (angstrom)
a	10.938	0	0
b	0	10.938	0
c	0	0	32.5813

Atoms and the computed forces on them: element, x, y, z (angstrom), force x, y, z (eV/angstrom)
Si	-0.2638	0.2902	25.187	0.0001	-0.0005	-0.0001
Si	5.6671	-0.294	25.1787	0.0001	-0.0001	-0.0017
Si	2.3648	2.9951	25.1028	0.0003	-0.0003	-0.0001
Si	8.4657	2.5116	25.1595	0.0001	-0.0002	-0.0015
Si	0.1308	5.2319	24.9743	0.0001	-0.0004	-0.0015
Si	5.2205	5.7845	25.1128	0.0002	-0.0007	-0.0002
Si	2.9826	7.9988	25.0745	0	-0.0003	-0.0015
Si	7.8957	8.4327	25.1094	0.0005	-0.0004	0
Si	1.3058	1.4284	26.5006	0	-0.0001	-0.0005
Si	6.8222	1.3614	26.4121	-0.0005	0.0004	0.0004
Si	4.0458	4.1329	26.3527	-0.0001	-0.0001	-0.0002
Si	9.5818	4.1152	26.4474	-0.0004	0.0003	0.0001
Si	1.3265	6.8295	26.3128	-0.0005	0.0004	0.0004
Si	6.7858	6.8763	26.478	0	-0.0001	-0.0005
Si	4.0862	9.5319	26.4907	-0.0006	0.0004	0.0001
Si	9.5213	9.5783	26.409	-0.0001	0	-0.0002
Si	2.7161	0.0197	27.7917	-0.0001	0.0003	0.0002
Si	8.1851	0.0093	27.8112	0.0003	-0.0002	0.0001
Si	-0.0277	2.7747	27.8621	0.0001	-0.0001	0.0001
Si	5.4378	2.7583	27.7479	0	0.0002	0
Si	2.7003	5.4919	27.767	0.0002	-0.0002	0.0001
Si	8.1887	5.4845	27.7842	0	0.0002	0.0002
Si	-0.0087	8.2041	27.7442	0	0.0002	0
Si	5.4525	8.2127	27.8665	0.0003	-0.0001	0.0002
Si	4.1018	1.3673	29.1631	0.0223	0.1129	-0.1704
Si	9.5708	1.3673	29.1631	-0.1687	-0.0123	0.266
Si	1.3673	4.1018	29.1631	0.1194	0.2681	0.2484
Si	6.8362	4.1018	29.1631	-0.1196	-0.0156	-0.2419
Si	4.1018	6.8362	29.1631	-0.2812	-0.1763	0.1919
Si	9.5708	6.8362	29.1631	0.0523	0.06	-0.2096
Si	1.3673	9.5708	29.1631	-0.1121	-0.0607	-0.2292
Si	6.8362	9.5708	29.1631	0.0311	0.1435	0.3595
Si	0	0	30.5303	-0.0325	-0.019	-0.018
Si	5.469	0	30.5303	0.0785	-0.0152	0.0023
Si	2.7345	2.7345	30.5303	0.0211	0.0435	-0.0181
Si	8.2035	2.7345	30.5303	-0.0175	-0.1125	0.0022
Si	0	5.469	30.5303	0.0723	0.0036	-0.0077
Si	5.469	5.469	30.5303	-0.0699	-0.0452	-0.0115
Si	2.7345	8.2035	30.5303	0.0194	-0.0642	-0.0026
Si	8.2035	8.2035	30.5303	0.0191	0.038	-0.0192
Si	1.3673	1.3673	31.8976	0.0004	0.0006	-0.02
Si	6.8362	1.3673	31.8976	-0.0252	0.0629	-0.0051
Si	4.1018	4.1018	31.8976	0.0217	-0.0261	0.0017
Si	9.5708	4.1018	31.8976	0.0148	0.0614	-0.0367
Si	1.3673	6.8362	31.8976	-0.0857	0.0034	-0.0206
Si	6.8362	6.8362	31.8976	0.0136	0.0237	-0.0255
Si	4.1018	9.5708	31.8976	-0.0411	0.0225	-0.0271
Si	9.5708	9.5708	31.8976	-0.0094	-0.013	-0.0065
Si	2.7345	0	0.6835	0.0423	-0.0436	0.0271
Si	8.2035	0	0.6835	0	-0.0086	0.0095
Si	0	2.7345	0.6835	-0.0226	-0.0278	0.0133
Si	5.469	2.7345	0.6835	0.0194	-0.0344	0.0298
Si	2.7345	5.469	0.6835	0.002	0.0463	0.0016
Si	8.2035	5.469	0.6835	0.0058	-0.0447	0.0231
Si	0	8.2035	0.6835	0.0665	-0.0143	0.021
Si	5.469	8.2035	0.6835	-0.001	-0.0083	0.0182
Si	4.1018	1.3673	2.0507	-0.0509	0.0703	0.0054
Si	9.5708	1.3673	2.0507	0.0558	0.0352	0.0054
Si	1.3673	4.1018	2.0507	-0.0238	0.0328	0.0173
Si	6.8362	4.1018	2.0507	-0.0054	0.0594	0.0238
Si	4.1018	6.8362	2.0507	-0.0286	-0.0539	-0.0154
Si	9.5708	6.8362	2.0507	-0.0248	0.0204	0.0278
Si	1.3673	9.5708	2.0507	-0.0879	0.0176	0.011
Si	6.8362	9.5708	2.0507	0.0775	0.0127	-0.0076
Si	0	0	3.418	0.2086	0.0844	-0.3432
Si	5.469	0	3.418	0.124	0.0613	0.4563
Si	2.7345	2.7345	3.418	0.2957	-0.2402	0.0581
Si	8.2035	2.7345	3.418	-0.0838	-0.1839	0.0925
Si	0	5.469	3.418	0.0118	-0.1894	-0.0736
Si	5.469	5.469	3.418	-0.2005	-0.1099	-0.2567
Si	2.7345	8.2035	3.418	0.2629	0.0698	0.0637
Si	8.2035	8.2035	3.418	-0.1356	0.1609	-0.1936
Si	1.4308	1.2991	4.7812	-0.0004	0.0011	0.0005
Si	6.8606	1.3711	4.8607	-0.0001	0	0.0007
Si	4.1759	4.0383	4.7991	-0.0013	0.0007	0.0006
Si	9.5814	4.0699	4.7747	-0.0001	0.0001	-0.0004
Si	1.4114	6.7942	4.7509	0.0001	-0.0001	0.0006
Si	6.7778	6.872	4.7375	-0.0008	0.0014	-0.0006
Si	4.1254	9.561	4.8342	0.0003	0	-0.0009
Si	9.5654	9.6096	4.7396	-0.0008	0.0014	0.0024
Si	2.8199	-0.0172	6.2673	-0.0001	-0.0005	0.0001
Si	8.2716	0.0199	6.2266	0.0007	-0.0019	0
Si	0.0391	2.6658	6.0956	0.0004	-0.0014	0.0017
Si	5.5709	2.755	6.3283	0.0007	-0.0008	-0.0018
Si	2.7726	5.4058	6.1048	0.0006	-0.0005	0.001
Si	8.1532	5.4856	6.0071	0.001	-0.0013	-0.0003
Si	0.0532	8.2352	5.9901	-0.0002	-0.0004	-0.0019
Si	5.472	8.1971	6.2381	0.0006	-0.001	0.0021
Si	3.9312	1.628	7.6303	-0.0009	0.0013	0.0018
Si	9.9907	1.0794	7.5286	-0.0011	0.0014	-0.0034
Si	1.6181	3.7902	7.379	0.0001	0.0013	-0.0024
Si	6.7211	4.4832	7.5835	-0.0011	0.0009	0.0026
Si	4.3027	6.5289	7.4765	-0.0015	0.0003	-0.0026
Si	9.3596	7.083	7.1537	-0.0004	0.0013	0.0016
Si	1.1968	9.6572	7.4511	-0.0005	0.0001	0.0008
Si	7.1772	9.2971	7.4827	-0.0004	0.001	-0.0035
O	1.2718	4.108	24.5167	-0.0005	0	0.0005
O	6.7929	9.5669	24.6098	-0.0006	-0.0001	0.0006
O	2.7464	2.7284	7.9325	-0.0001	-0.0023	0.0003
O	8.3154	8.1553	7.8644	0.0002	-0.0012	0.0005
O	5.4898	5.5053	8.0185	0.0014	0.0003	-0.0003
O	0.092	-0.1487	7.918	0.0013	0.0001	0.0009
O	4.1039	6.885	24.5658	-0.0002	0.0006	0.0005
O	9.5614	1.3864	24.6239	-0.0001	0.0003	0.0003
O	1.6482	8.8618	8.8393	-0.0003	0.0002	-0.0004
O	0.8894	4.2552	8.7783	-0.0004	-0.0001	0.001
O	9.738	1.7349	9.0498	0	-0.0001	0.0012
O	6.6932	9.8901	8.9578	-0.0003	0.0001	0.0013
O	4.45	1.2227	9.1567	-0.0002	0.0003	-0.001
O	3.481	6.9543	8.8468	0.0002	-0.0001	0.0014
O	7.5538	4.1924	9.011	-0.0002	-0.0002	-0.0007
O	10.0525	6.2354	8.3562	-0.0002	0.0004	-0.0002
O	2.9119	2.1564	23.7869	-0.0001	-0.0001	-0.0003
O	4.8384	0.2542	23.8636	0.0002	-0.0004	0.0004
O	7.9237	3.3077	23.8176	0.0002	-0.0003	0.0002
O	10.2983	5.7722	23.5857	0	0	0.0003
O	8.4311	7.6893	23.7335	-0.0001	0	-0.0003
O	2.4324	8.7566	23.7033	0.0002	-0.0002	0.0002
O	6.0437	5.2561	23.7762	-0.0002	0.0002	-0.0003
O	0.5231	10.6371	23.8702	0.0001	0	-0.0005
Si	3.2342	9.2591	11.9185	-0.0002	0.0001	-0.0004
Si	8.2189	4.7887	10.3765	0.0001	0.0001	-0.0002
Si	7.0938	4.7306	17.5177	-0.0006	0	0.0002
Si	4.299	1.6016	23.1482	-0.0002	0.0003	0.0003
Si	12.389	3.2869	19.2645	-0.0002	-0.0003	0.0009
Si	8.0298	-2.9725	14.5191	-0.0016	0.0005	0.0003
Si	1.0873	9.3723	23.0313	-0.0004	0.0004	0.0006
Si	4.0602	12.9003	20.1409	-0.0004	0.0001	0.0008
Si	-2.3532	2.9517	12.6503	-0.0002	0.0001	-0.0002
Si	-3.9043	14.1913	20.1803	-0.0003	0.0001	0.0006
Si	1.1268	-4.6158	18.5469	-0.0022	-0.0009	0.0011
Si	0.8946	11.2075	12.4594	-0.0002	0	-0.0003
Si	10.3452	9.7685	14.8554	-0.0004	-0.0001	0.0002
Si	-5.9953	3.1064	16.0812	-0.0006	0.0001	0.0003
Si	7.2064	10.2641	10.4555	0	-0.0002	-0.0005
Si	0.6739	17.645	15.5038	-0.0003	0	-0.0003
Si	-1.3721	4.1743	15.4368	0.0001	0.0001	0.0002
Si	0.0073	5.4388	9.4217	0.0002	-0.0003	-0.0002
Si	5.0214	7.4193	13.5015	0.0001	0.0003	0.0006
Si	6.57	3.8689	23.1186	-0.0002	0.0001	0.0004
Si	7.4838	7.6524	17.394	-0.0004	0.0002	0.0007
Si	9.8234	1.0517	10.5298	-0.0003	0.0001	-0.0004
Si	2.2039	11.5896	18.2258	-0.0008	-0.0003	0.0008
Si	9.7886	1.8642	19.7643	-0.0003	0	0.0009
Si	4.6558	0.7719	10.696	-0.0003	0.0005	0.0001
Si	3.0321	2.2009	13.0373	-0.0001	0	0.0001
Si	2.2106	7.5638	9.6508	0.0005	-0.0002	-0.0002
Si	5.9131	9.6315	15.6409	-0.0008	0.0006	-0.0001
Si	3.197	5.011	14.454	-0.0002	0.0001	-0.0005
Si	9.7015	7.1361	22.8842	-0.0004	0	0.0003
Si	11.2989	10.218	20.2744	-0.0004	0.0003	-0.0002
Si	7.305	-3.6014	11.7481	-0.0002	-0.0002	-0.0001
Si	-1.3596	7.5483	19.8154	-0.0001	0.0001	0.0001
Si	3.6308	0.5319	15.7777	-0.0003	-0.0001	0.0001
Si	9.6502	12.3491	16.5665	-0.0002	-0.0001	0.0005
Si	7.0813	1.4978	14.7794	-0.0007	-0.0001	0.0004
O	4.3484	9.9649	15.783	-0.0004	0.0004	0.0002
O	10.2749	-0.0664	16.0957	-0.0002	0.0001	-0.0002
O	8.7166	-0.1323	10.5663	-0.0004	-0.0002	0.0004
O	0.1812	8.2698	15.0322	-0.0003	0	-0.0001
O	4.3991	-4.7973	14.2428	-0.0003	-0.0002	0.0001
O	2.8409	14.0333	20.1389	0	0	-0.0004
O	1.8854	5.9825	14.6217	-0.0003	0.0001	0
O	-1.77	14.8174	13.8721	-0.0002	-0.0001	-0.0002
O	-2.8412	1.5265	16.0445	-0.0002	0.0001	-0.0001
O	-1.0782	4.7879	10.4575	-0.0003	-0.0001	0.0005
O	10.5152	-4.4794	19.0501	-0.0009	0	-0.0004
O	8.3358	7.3576	15.9866	-0.0003	0	0
O	-3.1774	1.7141	13.3333	-0.0002	0	-0.0001
O	3.4551	12.1607	14.3141	-0.0003	0.0002	0
O	1.374	9.8991	21.5071	0.0002	-0.0005	-0.0001
O	8.208	7.1312	13.1523	-0.0002	0.0001	0.0002
O	8.2937	2.2058	20.3313	-0.0002	-0.0002	-0.0005
O	10.3309	8.9684	19.9469	-0.0004	-0.0001	-0.0003
O	4.0676	1.2364	21.5858	-0.0001	-0.0001	-0.0003
O	-3.7314	8.9048	11.3849	-0.0001	0.0001	0.0002
O	6.8712	4.1231	21.5394	-0.0001	0.0001	-0.0005
O	8.3211	7.8546	18.7622	-0.0002	0.0001	-0.0002
O	12.2249	10.4607	18.9469	-0.0004	0.0007	-0.0003
O	6.5933	6.3011	17.5249	-0.0004	0	-0.0003
O	-2.6752	4.4753	16.4002	-0.0008	0	-0.0001
O	9.6612	2.1908	11.696	0	-0.0001	0.0002
O	10.7918	10.6782	13.5912	-0.0001	0	-0.0001
O	5.9588	2.6988	14.8523	-0.0002	0	-0.0001
O	6.4885	10.9066	14.847	-0.0002	0.0003	0.0001
O	-0.498	16.4986	15.4426	-0.0005	0	-0.0001
O	-2.1616	-1.5511	14.4685	0	0.0002	0.0001
O	4.0129	1.8358	11.7765	-0.0002	0	0
O	-7.3219	11.7431	19.0512	-0.0001	0.0001	-0.0003
O	2.7447	7.9525	11.1393	-0.0004	-0.0006	0
O	5.8107	6.8665	12.2227	-0.0003	0	-0.0001
O	2.1906	-3.8334	19.4977	0.0194	0.0053	-0.0168
O	6.2404	8.26	14.5488	0.0003	-0.0007	-0.001
O	9.2077	6.9715	21.3055	-0.0002	-0.0001	0.0001
O	1.4837	12.7075	12.7634	-0.0005	0.0001	0
O	-0.0434	8.2229	22.9351	0	0	-0.0003
O	6.6006	9.0213	16.9944	0	-0.0003	-0.0004
O	-3.4021	4.2905	19.01	-0.0001	0	-0.0001
O	2.3167	0.1806	16.6561	-0.0003	0.0002	-0.0002
O	-0.0245	3.0644	19.9748	-0.0006	0	-0.0003
O	1.4971	4.744	18.5672	-0.0003	0.0001	-0.0006
O	4.0209	10.2151	10.8889	-0.0003	-0.0001	0
O	5.412	2.76	23.3079	-0.0003	0	-0.0002
O	3.6916	4.1056	15.726	-0.0001	0	-0.0001
O	5.578	13.4799	19.8348	-0.0003	0	-0.0005
O	-3.2418	3.921	11.673	-0.0003	0	0.0001
O	4.1046	8.6968	13.2019	0.0004	-0.0003	0.0005
O	6.2398	0.5215	11.0262	0.0004	0	0.0005
O	9.6312	1.4504	18.1807	-0.0003	0.0001	-0.0002
O	-0.5969	13.7471	15.9823	-0.0004	0	0
O	4.4616	1.6501	16.6426	-0.0003	0	-0.0003
O	1.5091	13.0589	18.1136	-0.0003	0.0003	-0.0004
O	5.7711	-7.0761	17.2181	-0.0003	0.0003	-0.0004
O	1.047	6.5036	10.0692	-0.0001	-0.0002	0.0005
O	1.2238	6.9016	17.0153	0.0003	0.0003	-0.0007
O	2.0632	10.1016	12.6098	-0.0006	0.0002	0.0009
O	7.7837	6.3691	10.57	-0.0002	-0.0001	0.0001
O	11.2224	0.2994	10.9518	-0.0001	0	0.0002
O	10.3547	11.5077	20.5789	-0.0004	0	-0.0003
O	3.064	3.8405	13.2913	-0.0003	0.0002	0.0001
H	2.3989	-2.9071	19.3052	-0.0177	-0.0044	0.0173

Results
free energy: -133981.928 eV
free energy less fixed offsets of H -15.97, O -568.88, Si -635.61 eV per atom: -3.998 eV

The program warned: the cutoff lies below the one the program advises for these potential files; the forces do not sum to zero within the program's tolerance; the exchange-correlation potential is rough where the density is thin.
